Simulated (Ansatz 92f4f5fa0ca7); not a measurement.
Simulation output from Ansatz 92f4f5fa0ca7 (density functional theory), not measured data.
Periodic cell of 448 atoms, Si288O160, from a study of silicon, its oxide and their interface. The atomic structure is a simulated model.
Doubt: the cutoff is far below the 930 eV that the study's wrapper takes by default for these files, so forces and energies are approximate.
This geometry differs little from another in the collection (a relaxation step or a small displacement).

Settings: functional PBE; potential files Ansatz PAW; basis plane waves; wave-function cutoff 580 eV; density cutoff ratio 5; exchange-correlation grid ratio 1; k mesh 1 x 1 x 1, Gamma-centred; self-consistency stop 5e-08 eV per atom in the density residual; occupations fixed; spin none; net charge 0.

Cell vectors (angstrom)
a	15.4687	0	0
b	0	15.4687	0
c	-0.6569	0.7343	33.1468

Atoms: element, x, y, z (angstrom)
Si	-0.6905	0.2867	24.2757
Si	-0.7849	4.8826	24.317
Si	-0.7543	8.0121	24.3948
Si	-0.6357	-2.8799	24.2051
Si	2.8069	1.1704	23.8601
Si	2.9453	4.3441	24.2602
Si	3.3954	8.7195	24.5867
Si	3.2497	-3.5862	24.1465
Si	7.2343	1.1478	24.449
Si	6.9824	4.3067	24.3303
Si	7.1541	9.0107	24.1903
Si	7.1572	-3.2258	24.2395
Si	-4.463	0.432	24.3598
Si	-4.6775	4.8688	24.3713
Si	-4.4602	8.0161	24.2772
Si	-4.4928	-2.7599	24.2426
Si	1.2247	0.7049	25.5552
Si	1.1244	4.5677	25.6864
Si	1.2761	8.4009	25.5964
Si	1.3233	-3.1664	25.5025
Si	5.2827	0.7605	25.6647
Si	4.986	4.6097	25.5432
Si	5.3516	8.5743	25.757
Si	5.1601	-3.0472	25.5025
Si	9.1327	0.7852	25.7292
Si	8.8813	4.701	25.6917
Si	9.0518	8.5184	25.5328
Si	9.0653	-3.0341	25.6103
Si	-2.5586	0.6388	25.6679
Si	-2.7014	4.5888	25.6486
Si	-2.6254	8.3101	25.743
Si	-2.5632	-3.1603	25.5602
Si	1.1947	2.6121	26.9885
Si	1.2663	6.5145	27.0218
Si	1.2699	10.3825	26.9347
Si	1.3591	-1.2383	26.9186
Si	5.0626	2.7106	26.9898
Si	5.1512	6.5395	26.9551
Si	5.2274	10.5342	27.0253
Si	5.167	-1.1854	26.9766
Si	9.0292	2.7451	27.038
Si	8.93	6.6335	27.0039
Si	9.0836	10.4494	26.9395
Si	9.0177	-1.1651	27.0433
Si	-2.6033	2.6272	26.9657
Si	-2.6425	6.4429	27.1194
Si	-2.5826	10.3637	26.9412
Si	-2.5486	-1.2771	27.0315
Si	-0.6969	2.6575	28.3694
Si	-0.6627	6.5251	28.393
Si	-0.6498	10.4015	28.3327
Si	-0.5883	-1.2121	28.3399
Si	3.1492	2.6643	28.3595
Si	3.2204	6.5398	28.3515
Si	3.2254	10.4109	28.328
Si	3.2388	-1.2021	28.3501
Si	7.0447	2.6719	28.3453
Si	7.0357	6.534	28.3774
Si	7.1516	10.431	28.3583
Si	7.0786	-1.2047	28.3743
Si	10.9565	2.6752	28.3741
Si	10.8693	6.534	28.3896
Si	10.9765	10.4075	28.3465
Si	10.9691	-1.2071	28.3764
Si	-0.6569	0.7343	29.728
Si	-0.6569	4.6015	29.728
Si	-0.6569	8.4687	29.728
Si	-0.6569	-3.1328	29.728
Si	3.2102	0.7343	29.728
Si	3.2102	4.6015	29.728
Si	3.2102	8.4687	29.728
Si	3.2102	-3.1328	29.728
Si	7.0774	0.7343	29.728
Si	7.0774	4.6015	29.728
Si	7.0774	8.4687	29.728
Si	7.0774	-3.1328	29.728
Si	10.9446	0.7343	29.728
Si	10.9446	4.6015	29.728
Si	10.9446	8.4687	29.728
Si	-4.5241	-3.1328	29.728
Si	1.9278	-0.0174	3.4192
Si	1.9297	3.9005	3.4196
Si	1.9279	7.7281	3.4298
Si	1.9298	-3.879	3.4296
Si	5.8073	-0.0096	3.3997
Si	5.8041	3.886	3.4113
Si	5.8051	7.7413	3.4112
Si	5.7988	-3.8845	3.415
Si	9.6662	-0.0461	3.3979
Si	9.6601	3.8828	3.4042
Si	9.6636	7.7308	3.4091
Si	9.6612	-3.8648	3.4098
Si	-1.9284	0.0082	3.4225
Si	-1.9271	3.8786	3.4201
Si	-1.9264	7.7495	3.425
Si	-1.9269	-3.8694	3.414
Si	1.9163	1.9471	4.7295
Si	1.9233	5.8193	4.842
Si	1.9255	9.6521	4.8027
Si	1.9203	-1.9525	4.8115
Si	5.8485	1.9333	4.7337
Si	5.7735	5.8245	4.7852
Si	5.8206	9.6557	4.7974
Si	5.7875	-1.9455	4.7586
Si	9.6554	1.9079	4.6867
Si	9.6575	5.8123	4.7921
Si	9.6466	9.6702	4.7551
Si	9.6541	-1.9591	4.8107
Si	-1.9286	1.948	4.7876
Si	-1.8939	5.8159	4.7898
Si	-1.9443	9.6831	4.803
Si	-1.9011	-1.9386	4.7747
Si	0.019	1.9699	6.1478
Si	-0.0025	5.8142	6.2465
Si	-0.0143	9.6785	6.1811
Si	-0.0032	-1.9274	6.2092
Si	3.8871	1.9455	6.0036
Si	3.8663	5.8441	6.2068
Si	3.8843	9.6238	6.1455
Si	3.8758	-1.9546	6.1442
Si	7.791	1.8894	6.1026
Si	7.6952	5.823	6.1429
Si	7.7622	9.679	6.1761
Si	7.68	-1.962	6.1574
Si	-3.9315	1.9285	6.057
Si	-3.8371	5.8163	6.1103
Si	-3.92	9.6795	6.1273
Si	-3.8285	-1.9757	6.1167
Si	0.0228	0.0429	7.5351
Si	0.0131	3.8661	7.6127
Si	-0.056	7.7647	7.612
Si	0.0172	-3.862	7.5925
Si	3.8631	0.048	7.3842
Si	3.9043	3.8285	7.4152
Si	3.8605	7.7564	7.6478
Si	3.9414	-3.9077	7.4862
Si	7.6982	-0.0308	7.5146
Si	7.7833	3.8405	7.4255
Si	7.719	7.7508	7.5498
Si	7.7339	-3.8651	7.5802
Si	-3.8891	-0.0091	7.3958
Si	-3.9002	3.8558	7.4153
Si	-3.9091	7.7486	7.4792
Si	-3.8783	-3.8861	7.5337
Si	2.0147	0.3862	8.7838
Si	2.0449	3.5274	8.8064
Si	1.8811	8.1804	8.9082
Si	2.0424	-4.1281	8.8165
Si	5.7158	0.3201	8.7811
Si	5.8547	3.483	8.6915
Si	5.8398	8.0752	8.9524
Si	5.8089	-4.2106	8.9287
Si	-5.7878	-0.347	8.742
Si	-5.7898	4.2714	8.777
Si	-5.8031	7.4542	8.8561
Si	-5.7966	-3.5151	8.8925
Si	-1.9891	0.3398	8.7242
Si	-2.0311	3.4778	8.7714
Si	-2.0619	8.0326	8.8946
Si	-1.9588	-4.2615	8.8553
Si	-4.4078	2.1768	22.7076
Si	1.2767	0.7343	31.0953
Si	1.2767	4.6015	31.0953
Si	1.2767	8.4687	31.0953
Si	1.2767	-3.1328	31.0953
Si	5.1438	0.7343	31.0953
Si	5.1438	4.6015	31.0953
Si	5.1438	8.4687	31.0953
Si	5.1438	-3.1328	31.0953
Si	9.011	0.7343	31.0953
Si	9.011	4.6015	31.0953
Si	9.011	8.4687	31.0953
Si	-6.4577	-3.1328	31.0953
Si	-2.5905	0.7343	31.0953
Si	-2.5905	4.6015	31.0953
Si	-2.5905	8.4687	31.0953
Si	-2.5905	-3.1328	31.0953
Si	1.2767	2.6679	32.4625
Si	1.2767	6.5351	32.4625
Si	1.2767	-5.0664	32.4625
Si	1.2767	-1.1992	32.4625
Si	5.1438	2.6679	32.4625
Si	5.1438	6.5351	32.4625
Si	5.1438	-5.0664	32.4625
Si	5.1438	-1.1992	32.4625
Si	9.011	2.6679	32.4625
Si	9.011	6.5351	32.4625
Si	-6.4577	-5.0664	32.4625
Si	-6.4577	-1.1992	32.4625
Si	-2.5905	2.6679	32.4625
Si	-2.5905	6.5351	32.4625
Si	-2.5905	-5.0664	32.4625
Si	-2.5905	-1.1992	32.4625
Si	0	1.9336	0.683
Si	0	5.8008	0.683
Si	0	-5.8008	0.683
Si	0	-1.9336	0.683
Si	3.8672	1.9336	0.683
Si	3.8672	5.8008	0.683
Si	3.8672	-5.8008	0.683
Si	3.8672	-1.9336	0.683
Si	7.7343	1.9336	0.683
Si	7.7343	5.8008	0.683
Si	7.7343	-5.8008	0.683
Si	7.7343	-1.9336	0.683
Si	11.6015	1.9336	0.683
Si	11.6015	5.8008	0.683
Si	-3.8672	-5.8008	0.683
Si	-3.8672	-1.9336	0.683
Si	0	0	2.0503
Si	0	3.8672	2.0503
Si	0	7.7343	2.0503
Si	0	-3.8672	2.0503
Si	3.8672	0	2.0503
Si	3.8672	3.8672	2.0503
Si	3.8672	7.7343	2.0503
Si	3.8672	-3.8672	2.0503
Si	7.7343	0	2.0503
Si	7.7343	3.8672	2.0503
Si	7.7343	7.7343	2.0503
Si	7.7343	-3.8672	2.0503
Si	11.6015	0	2.0503
Si	11.6015	3.8672	2.0503
Si	11.6015	7.7343	2.0503
Si	-3.8672	-3.8672	2.0503
Si	2.6647	-5.2514	13.922
Si	-1.8182	5.6881	10.9274
Si	-2.2564	-0.7004	13.3891
Si	4.1443	2.9102	13.455
Si	5.3105	5.4075	15.1716
Si	5.8333	5.6739	11.0431
Si	7.9288	-0.8688	13.0211
Si	5.7816	-1.8649	11.1321
Si	9.3314	1.9952	10.8985
Si	-3.0348	-5.2993	12.9298
Si	-5.5781	-5.7611	11.165
Si	-2.3818	4.5544	13.8157
Si	-1.436	-1.9349	10.7815
Si	-5.5469	5.6312	17.8754
Si	1.7355	-1.8597	10.8674
Si	-1.7252	-3.8438	17.1816
Si	-3.9107	3.3023	17.8866
Si	-0.0809	9.1581	13.1429
Si	-3.5942	-2.9936	14.8166
Si	-1.6311	5.3313	16.7242
Si	3.5769	1.4119	16.0093
Si	2.8875	4.7712	11.6239
Si	5.1439	8.696	17.8592
Si	8.2372	9.5868	13.9411
Si	7.6511	4.8327	13.5618
Si	0.8657	6.7036	11.4864
Si	0.4777	1.4529	16.7459
Si	5.2918	8.5134	14.7402
Si	-4.9532	0.5712	13.1277
Si	1.2154	5.0693	18.1531
Si	8.639	-2.9596	15.1666
Si	-1.3692	1.8226	14.5041
Si	-5.0561	5.4614	14.7017
Si	0.5763	9.7099	15.9737
Si	-3.3346	7.7139	17.7904
Si	3.4409	-2.3397	13.2798
Si	2.2298	-1.6567	19.073
Si	4.0081	-1.5566	16.3796
Si	2.0245	8.0745	18.1933
Si	2.1189	9.0863	20.9359
Si	5.9382	-4.3275	19.6653
Si	5.233	2.6601	20.0192
Si	-4.5201	8.4181	15.0636
Si	6.7977	-2.2734	17.5504
Si	6.9762	1.9965	12.6609
Si	0.4289	2.6873	19.6358
Si	6.1509	5.1489	21.4994
Si	7.5816	-0.9469	22.0609
Si	-4.734	10.3046	22.0835
Si	2.791	0.8581	20.8279
Si	-0.6599	-0.9752	18.019
Si	-2.605	10.0682	19.7551
Si	-0.5466	10.1382	22.1574
Si	-4.1291	1.2014	15.9918
Si	-1.2835	2.5519	22.2004
Si	3.4544	6.6175	22.2735
Si	-3.3658	0.437	18.6871
Si	-5.6808	0.3479	20.6115
Si	7.8715	9.2256	21.3106
Si	3.4203	-3.6693	21.0582
Si	7.4749	6.9757	19.2973
Si	4.0719	4.0093	17.4789
Si	7.0925	0.2229	19.3786
O	4.2266	0.5562	24.3867
O	2.275	-0.5053	10.1473
O	4.7397	-1.8724	12.3972
O	2.3314	4.4766	10.1196
O	4.5463	4.255	14.2975
O	-1.4239	-5.5073	12.6061
O	4.3149	5.5535	11.6047
O	1.9516	-5.6921	9.3329
O	2.3528	-3.1988	10.1577
O	5.7153	1.918	9.2191
O	5.5002	-0.6	10.1365
O	6.0659	4.4567	9.9967
O	9.3664	8.8162	14.8627
O	5.8299	-5.7989	9.4436
O	5.7412	-3.2618	10.286
O	7.272	-1.6545	11.7577
O	-5.7676	3.3891	10.1667
O	-5.707	0.7192	9.99
O	-5.8016	5.8499	9.2948
O	-5.7621	8.3782	10.227
O	-2.347	7.0912	10.2456
O	-5.328	1.9395	12.3203
O	-5.7611	-1.9065	9.3258
O	-2.0232	1.9003	9.2841
O	-2.1071	-0.664	10.0249
O	-3.4574	0.1466	12.6881
O	-3.3287	2.0863	18.8287
O	1.8844	-4.9572	15.3529
O	-2.3451	4.3912	10.1059
O	-1.7154	3.0788	13.5139
O	-3.374	-3.7678	13.3911
O	9.1669	5.3851	13.6636
O	2.1141	-1.8016	12.4605
O	7.7176	1.9245	11.1998
O	-4.0199	-5.6897	11.6817
O	4.3543	0.036	16.3605
O	5.3877	2.3327	12.5633
O	-4.6957	2.5853	16.6355
O	-0.6271	1.2504	22.9362
O	6.7777	10.2703	20.7351
O	-3.955	4.3474	14.2333
O	-0.0245	7.7198	12.3889
O	-4.5302	-3.7697	22.9246
O	2.9772	3.3518	12.414
O	-0.1981	5.7082	10.7531
O	-2.4201	-4.2879	18.5838
O	1.9888	1.9532	9.3125
O	7.2862	-2.3748	22.8063
O	-5.1955	-2.8541	15.1268
O	4.1209	1.773	20.7882
O	-0.0977	5.0793	17.1976
O	8.1246	-4.374	14.5435
O	-2.8876	2.3766	22.1617
O	2.0841	1.3216	16.6338
O	-2.6224	1.5302	15.4902
O	-5.0768	0.7508	14.7519
O	-0.832	2.6283	20.6464
O	-1.1673	-2.3438	17.3502
O	5.3862	-2.3873	16.7012
O	3.2202	-3.044	22.5696
O	6.0007	7.1266	10.3072
O	4.7473	5.9908	21.5226
O	4.9152	5.2054	16.7455
O	0.9922	9.6736	21.9409
O	8.6599	0.6936	19.4831
O	5.1821	10.1238	18.636
O	-1.622	5.2357	15.0928
O	-1.0907	0.403	13.7285
O	-6.307	-0.8193	21.5934
O	-3.4515	9.2573	14.1982
O	0.6374	-1.2805	18.9705
O	-4.8674	3.6802	23.2216
O	2.9991	-0.4631	19.8914
O	-4.2663	9.0031	22.964
O	-1.2955	10.1018	20.7223
O	7.2036	0.2447	23.0884
O	-0.1795	-0.0351	16.7767
O	-0.631	-3.8442	22.8461
O	7.8829	-1.7856	14.3413
O	5.5011	8.9727	16.2927
O	1.5844	9.0736	19.4017
O	2.4942	0.485	22.3955
O	9.4914	-0.6007	12.6515
O	-5.0583	4.2346	18.6019
O	4.9133	-3.3657	20.4936
O	6.913	-0.7234	18.0644
O	2.4797	4.3659	17.3797
O	7.168	2.7158	23.922
O	-4.5651	6.4241	23.7487
O	-4.3102	-0.1674	19.8808
O	6.8598	-3.3062	18.8078
O	-0.6682	-1.2858	23.7212
O	-0.8185	3.9133	22.9807
O	-0.2494	8.9948	14.7575
O	-3.8985	10.3964	20.6877
O	1.8012	7.4342	10.3734
O	-1.1704	9.0237	23.1613
O	3.9026	7.655	23.4339
O	7.0361	5.8231	20.339
O	-4.0658	8.6064	16.6241
O	9.5966	-4.4168	10.2761
O	6.92	5.209	22.9448
O	-2.2607	5.5053	12.4881
O	8.2539	8.1454	20.1406
O	2.3506	-3.0102	19.9976
O	3.5626	1.7218	14.4062
O	7.675	3.2019	13.5032
O	3.336	10.1595	21.0574
O	7.0962	-4.833	23.8701
O	3.632	8.0991	17.9467
O	-4.4514	-1.1564	23.771
O	-5.3737	1.7125	21.4662
O	0.038	2.2089	18.1221
O	2.9015	-1.8637	17.5737
O	-1.6616	-1.8049	12.3735
O	3.2899	10.2417	23.9642
O	-1.9799	9.6259	9.3649
O	6.2156	1.5987	19.2554
O	-2.7589	8.628	19.0048
O	-2.1027	6.8316	17.1754
O	-6.2967	10.1121	21.7067
O	-4.4741	6.737	18.3975
O	4.3937	2.6131	16.7174
O	2.5434	7.535	21.2716
O	7.1664	0.5407	13.3774
O	-4.3156	6.895	14.5446
O	-0.7038	6.4607	23.7967
O	1.8462	5.7724	12.3948
O	7.281	8.4179	22.6321
O	8.8099	9.6265	12.3988
O	-2.648	4.2259	17.387
O	2.6674	5.3644	22.9729
O	2.9398	2.8033	23.6504
O	6.6932	-0.6735	20.7075
O	8.451	6.2022	18.2471
O	3.9222	9.1729	14.1032
O	0.9279	4.2361	19.5278
O	-2.8779	-1.5185	14.6703
O	4.5687	3.7691	19.0078
O	1.6113	6.5658	18.5899
O	6.9139	5.2353	14.9606
O	-1.8797	-0.2411	18.8434
O	-4.0124	0.0911	17.2037
O	0.1565	-1.9367	10.546
O	-0.0825	2.2269	15.4235
O	4.9534	6.9129	14.6662
O	1.5724	1.7161	20.2128
O	6.2105	7.6359	18.5004
O	6.7289	8.8978	13.99
O	-5.5258	5.3513	16.2602
O	1.166	8.5196	16.897
O	5.9693	3.5631	21.1555
O	-2.8658	-3.8224	16.0165
O	6.9095	5.5125	12.2645
O	-0.4546	-4.8023	16.7925
O	8.0972	-2.7376	16.6816
O	3.3953	-3.9554	13.2987
O	1.4248	-5.66	12.8951
O	3.4616	-1.8786	14.8554
O	-2.0586	-3.3353	10.228

Results
free energy: -274087.153 eV
free energy less fixed offsets of O -568.88, Si -635.61 eV per atom: -10.673 eV

Forces (eV/angstrom), in the order of the atoms: element, x, y, z
Si	0.0032	0.0126	0.0073
Si	0.0047	-0.0113	0.0226
Si	-0.0034	0.0081	0.0003
Si	0.0018	-0.0199	0.0077
Si	0.0023	-0.0006	0.0034
Si	-0.0016	0.0021	0.003
Si	-0.0095	-0.0089	0.0071
Si	0.0027	0.0068	-0.0063
Si	-0.0032	0.0014	-0.0079
Si	-0.0007	0.0062	0.0069
Si	0.0023	-0.0093	-0.0042
Si	0.0049	0.0065	0.0001
Si	-0.0113	-0.0029	-0.0042
Si	0.0026	-0.0142	0.0268
Si	0.0018	0.0171	-0.002
Si	0.0193	-0.011	0.0121
Si	0.0009	-0.0004	0.001
Si	-0.0066	0.0106	-0.0021
Si	0.0109	0.0031	0.0057
Si	-0.001	-0.0034	0.0049
Si	-0.0033	-0.0009	0.0094
Si	0.0085	0	0.0033
Si	0.0024	-0.001	0.0102
Si	-0.0042	-0.0014	0.0118
Si	0.0008	-0.0017	0.0101
Si	-0.0002	-0.0014	0.0016
Si	-0.0051	0.0004	0.0064
Si	-0.0104	-0.005	0.0077
Si	0.0057	-0.0013	0.0099
Si	0.0003	0.0012	-0.005
Si	-0.0008	0.0054	0.0016
Si	-0.0056	0.0001	0.0021
Si	-0.0007	-0.0035	0.0065
Si	0.0007	-0.0092	0.0014
Si	-0.0001	0.0047	0.0005
Si	0.0012	0.0022	0.0039
Si	-0.0008	0.0024	0.0036
Si	-0.0033	-0.002	0.0052
Si	-0.005	0.0061	-0.0056
Si	0.0017	-0.0015	0.0035
Si	-0.0038	-0.0036	0.0054
Si	-0.0001	-0.0013	0.0034
Si	-0.0017	0.0027	0.0006
Si	-0.0001	0.0065	0.0047
Si	-0.0004	-0.0005	0.0056
Si	0.0024	-0.0061	0.0102
Si	0.0012	0.0001	0.0034
Si	-0.0011	-0.0039	0.003
Si	0.0013	0.0004	0.004
Si	-0.0019	0.0015	0.0003
Si	-0.0049	-0.0012	0.0053
Si	0.0002	0.0036	0.0014
Si	-0.0033	-0.0006	0.0025
Si	0.0023	0.0038	0.0031
Si	-0.0017	-0.0007	0.0012
Si	0.0029	0.0005	0.0044
Si	0.0086	-0.0015	-0.0013
Si	0.0009	0.0023	0.0036
Si	0.0059	-0.0009	0.0048
Si	0.0004	-0.0025	0.0011
Si	-0.001	-0.0003	0.0012
Si	0.0007	0.0029	0.0015
Si	0.0044	0.0018	0.0038
Si	-0.0021	0.0009	0.0013
Si	0.0081	-0.1681	-0.0648
Si	0.0392	-0.1324	0.1464
Si	-0.0182	0.1101	-0.0335
Si	0.1285	-0.0578	-0.1282
Si	-0.0523	-0.0372	-0.0661
Si	-0.0667	0.0059	-0.0863
Si	0.0525	0.1173	-0.179
Si	-0.0343	-0.0439	-0.1163
Si	-0.1156	0.065	-0.063
Si	0.0159	-0.0926	0.0283
Si	-0.1072	0.1638	-0.0784
Si	0.2303	0.0365	0.1982
Si	0.0463	-0.0008	0.0329
Si	-0.0918	-0.0094	0.2009
Si	-0.0283	0.1239	0.0097
Si	0.0346	-0.0869	0.0664
Si	-0.0012	0.0022	0.0011
Si	-0.0004	-0.0035	0.0016
Si	-0.0012	0.0024	0.0013
Si	-0.0017	0.0005	0.0008
Si	0.0002	0.0021	0.003
Si	-0.0005	-0.0027	0.0036
Si	-0.0016	0.0011	0.003
Si	-0.001	0.0005	0.0015
Si	0.0007	0.0024	0.0035
Si	-0.0007	0.0006	0.0017
Si	0.0001	0.0006	0.0017
Si	-0.0003	-0.0015	0.0031
Si	0.001	0.0007	0.0019
Si	0.0007	-0.001	0.0016
Si	0.0024	-0.0006	0.0011
Si	0.001	-0.0009	0.0019
Si	0.0027	0.0011	-0.003
Si	0.0007	0.0003	0.0026
Si	0.0026	-0.0011	-0.0028
Si	0.0034	-0.0018	0.0014
Si	0.0055	0.0007	-0.0034
Si	-0.0006	0.0003	-0.0016
Si	0.0042	-0.0003	-0.0005
Si	-0.0027	-0.0003	-0.003
Si	0.0027	-0.0035	-0.0049
Si	-0.0008	-0.001	0.0039
Si	0.0006	0.0022	-0.0043
Si	0	0.0011	0.001
Si	-0.0049	0.0002	-0.0031
Si	0.0002	0.0006	0.0002
Si	-0.0059	0.0015	-0.0023
Si	0.0005	-0.0014	0
Si	0.0015	0.0021	-0.0012
Si	0.0002	0.0015	-0.0061
Si	0.0002	-0.003	0.0035
Si	0.0003	-0.0013	-0.0032
Si	-0.004	-0.0014	0.0057
Si	-0.0001	0.001	-0.0006
Si	-0.0016	-0.0023	0.0071
Si	-0.0006	0.0024	0.0009
Si	-0.0031	0.007	0.0014
Si	0.0015	0.0035	-0.0026
Si	-0.0013	-0.0014	-0.0009
Si	0.0009	0.0012	0.0011
Si	-0.0012	0.0024	0.0011
Si	-0.0005	0.0011	-0.0011
Si	0.0013	-0.0013	-0.0014
Si	-0.0007	0.0003	0.002
Si	0.0003	0.0006	-0.0048
Si	0.0002	-0.004	-0.0024
Si	-0.0018	0.0075	0.0005
Si	-0.0005	-0.0031	-0.0071
Si	-0.0009	-0.001	-0.0057
Si	0.001	-0.0016	-0.0017
Si	0.0009	0.0045	-0.0014
Si	-0.002	-0.0028	-0.0023
Si	0.0183	-0.0082	-0.0067
Si	-0.0087	-0.0065	0.0006
Si	-0.0026	0.0017	0.0042
Si	0.0015	0.0001	-0.0045
Si	-0.0005	-0.0026	-0.0032
Si	-0.0003	-0.001	-0.001
Si	0.0006	0	0.0059
Si	-0.0007	0.0009	-0.0046
Si	0.0029	-0.0076	-0.0042
Si	-0.0009	0.0045	-0.0094
Si	0.0008	-0.0081	-0.0059
Si	0.0029	0.0056	-0.0084
Si	-0.0112	-0.0118	0.0084
Si	0.0078	0.0092	-0.016
Si	0.0029	-0.0163	-0.0199
Si	-0.0024	0.0154	-0.0007
Si	-0.0069	0.0168	-0.007
Si	-0.0006	-0.0147	0.002
Si	0.0016	0.018	-0.011
Si	-0.0019	-0.0124	0.0046
Si	-0.0001	-0.0162	-0.003
Si	-0.002	0.0156	-0.0023
Si	-0.0015	-0.0142	-0.0166
Si	0.0032	0.0072	0.0005
Si	0.0004	-0.001	-0.0007
Si	0.0101	-0.0005	0.0095
Si	0.0053	-0.0008	0.0197
Si	-0.0052	0.0371	-0.0174
Si	-0.0069	-0.0454	0.0031
Si	0.0021	0.0136	0.0004
Si	0.0069	-0.0319	-0.006
Si	0.0054	0.0918	0.0012
Si	-0.0299	-0.0649	-0.0207
Si	0.0122	0.0034	-0.0007
Si	0.0308	-0.1135	0.025
Si	0.0266	0.0171	-0.0004
Si	-0.0292	0.0443	0.032
Si	-0.0037	-0.0671	0.0135
Si	0.0003	0.0864	0.0091
Si	-0.0039	0.011	0.0032
Si	-0.0349	0.0331	-0.0178
Si	0.0337	0.0072	0.0003
Si	-0.0176	-0.0026	0.0052
Si	0.023	0.0115	0.004
Si	-0.0282	-0.0085	0.0063
Si	0.002	-0.0019	0.0155
Si	0.0036	0.0144	-0.0095
Si	-0.0177	-0.0088	0.0168
Si	0.0132	-0.0106	-0.0067
Si	-0.0281	0.0392	0.0054
Si	-0.0008	0.0076	-0.0053
Si	-0.0345	0.0175	0.0053
Si	0.023	-0.042	0.0106
Si	0.0083	-0.0015	-0.0004
Si	0.0264	0.0048	0.0087
Si	0.018	-0.0067	0.0012
Si	-0.0125	-0.0223	0.0112
Si	0.0446	0.0071	0.0112
Si	-0.0433	0.0067	-0.0091
Si	0.0341	-0.0035	-0.0121
Si	-0.0159	0.0096	-0.0077
Si	-0.046	-0.0066	0.0122
Si	0.0191	-0.0002	-0.0128
Si	-0.0447	0.0005	-0.0087
Si	0.0003	0.0032	-0.0088
Si	0.0106	-0.0223	0.0206
Si	0.0006	-0.0143	-0.0322
Si	0.0092	0.003	-0.0072
Si	-0.0247	0.0205	-0.032
Si	-0.0217	-0.0179	0.0169
Si	0.0206	-0.0025	-0.0154
Si	0.0032	-0.0044	-0.0046
Si	0.0431	0.0253	-0.021
Si	-0.0141	-0.0587	-0.0369
Si	0.0126	0.1016	-0.0377
Si	0.0186	0.0288	0.0139
Si	0.0511	-0.063	-0.0185
Si	-0.038	-0.0315	-0.0144
Si	-0.0207	0.0664	0.0113
Si	-0.0456	0.0247	0.0668
Si	-0.0631	-0.0568	0.042
Si	0.0039	-0.151	-0.1845
Si	-0.0369	0.159	-0.1374
Si	-0.0099	-0.0358	-0.0967
Si	-0.0518	-0.0011	-0.0674
Si	0.0872	-0.1085	-0.0257
Si	0.0366	0.0864	0.012
Si	0.0552	-0.0085	0.048
Si	0.0035	0.0423	0.0139
Si	0.0004	0.0041	0.0025
Si	-0.0024	-0.0032	-0.0079
Si	0.0066	-0.0095	-0.0048
Si	-0.0034	0.0006	-0.0019
Si	-0.0018	-0.0004	-0.0008
Si	-0.0024	0.0019	-0.0026
Si	-0.0007	-0.0045	-0.008
Si	-0.0049	0.001	-0.0029
Si	0.0011	0.0014	-0.0135
Si	-0.0019	-0.0004	-0.0119
Si	-0.0009	-0.0016	-0.0019
Si	0.0035	0.0076	-0.0101
Si	0.0057	0.0004	-0.0088
Si	-0.0023	0.0005	0.0024
Si	-0.0063	-0.0006	-0.0076
Si	0.0001	0.0023	0.0008
Si	0.0027	-0.002	0.0014
Si	-0.0043	-0.0094	-0.0077
Si	0.0023	-0.0025	0.0003
Si	0.0037	0.0008	0.0011
Si	-0.0009	-0.0014	0.0049
Si	0.004	0.0081	-0.0132
Si	0.0001	0.0048	0.0027
Si	0.0014	0.0015	-0.0093
Si	-0.0038	0.0037	-0.0099
Si	-0.0006	0.0001	-0.0116
Si	-0.0009	-0.0012	0.0043
Si	0.0025	0.0004	0.0019
Si	-0.0024	0.0076	-0.0087
Si	-0.0003	0.0018	-0.0023
Si	-0.0027	-0.0061	0.0027
Si	0.0049	-0.0008	0.0044
Si	0.0014	-0.0007	-0.0004
Si	-0.0007	-0.0002	0.001
Si	0.0041	0.0032	0.0027
Si	0.0037	0.0086	-0.0104
Si	0.0014	-0.0021	0.0002
Si	-0.0022	-0.0013	0.0004
Si	-0.0003	-0.0021	0.0033
Si	0.0034	-0.0048	0.0097
Si	0.0003	0.0048	0.0009
Si	-0.0015	-0.0001	0.0001
Si	0.0046	0.0052	-0.0023
Si	-0.0019	-0.0001	0.0002
Si	0.0008	-0.0001	-0.0142
Si	-0.0023	-0.0072	0.0052
Si	-0.0047	0.006	0.0089
Si	0.0009	-0.0057	-0.0035
Si	0.0039	0.0034	-0.0017
Si	-0.0069	-0.0016	0.0049
Si	-0.0002	0.0007	-0.0022
Si	0.0011	0.0001	0.0096
Si	-0.0018	0.0004	-0.0014
Si	0.002	0.0024	0.0074
Si	0.0109	0.0017	-0.0017
Si	0.0023	-0.0019	-0.0043
Si	0.0007	0.0041	-0.0007
Si	-0.0018	-0.0014	0.0037
Si	0.0037	0.0028	0.0069
Si	-0.0017	-0.0049	0.0042
Si	-0.0001	-0.0009	0.0022
Si	-0.0023	-0.0004	0.0021
Si	0.0003	-0.0024	0
O	-0.01	0.0053	-0.0061
O	0	0.0005	0.0053
O	-0.0066	-0.0024	0.0087
O	0.0046	0.0018	0.0108
O	0.0021	0.0039	0.0034
O	0.0032	-0.0017	0.0047
O	-0.0039	-0.0034	0.0028
O	-0.001	0.0008	0.0115
O	0	-0.0008	0.006
O	-0.003	0.0092	0.0133
O	0.0009	-0.0029	0.0027
O	0	-0.0007	0.0086
O	0.0061	-0.0016	0.0029
O	0.0003	0.0003	0.0146
O	-0.0005	-0.0006	0.0023
O	0.0008	0.0054	0.0098
O	0.0002	0.003	0.0007
O	0	-0.0002	0.0045
O	0.0008	-0.008	0.0135
O	0.001	-0.0003	0.0054
O	-0.0001	0.0002	0.01
O	0.0048	-0.0049	0.0126
O	0.0016	-0.0053	0.0124
O	-0.0001	0.0052	0.0141
O	0.0001	0.0015	0.0019
O	0.0024	-0.001	0.0027
O	-0.0006	-0.001	0.0009
O	-0.0019	-0.0009	0.0015
O	0.0006	-0.0024	0.0046
O	-0.0007	-0.0027	0.0009
O	0.0004	0.0033	0.0074
O	0.0033	0.0001	0.0053
O	0.0082	-0.0007	0.0136
O	-0.0046	0.001	0.0089
O	0.0008	0.0032	0.0053
O	-0.0004	0.0006	0.0003
O	-0.0027	0.0008	0.0046
O	-0.0024	-0.0021	-0.0022
O	-0.0004	-0.0015	0.0004
O	-0.0023	0.0015	0.0013
O	-0.0046	0.0001	0.003
O	0.0002	0.0135	0.0117
O	-0.0012	-0.001	0.0022
O	0.0023	-0.0061	0.0078
O	0.0002	0.0018	0.0058
O	0.0021	0.0046	-0.0031
O	0.001	-0.0038	0.0119
O	0.0001	-0.0002	0.0062
O	-0.0048	0.0024	0.0011
O	0.0021	0.0027	0.0024
O	-0.0009	0.001	0.0027
O	0.002	0.0067	0.0035
O	-0.0092	-0.0026	0.0042
O	-0.002	0.0021	-0.0001
O	-0.0037	-0.0015	0.0005
O	-0.0012	-0.0012	0.0074
O	0.0076	-0.0002	-0.0076
O	-0.0012	-0.0043	0.004
O	0.0019	0.0002	0.0023
O	0.0005	-0.0017	0.0039
O	-0.0005	-0.0008	0.0098
O	0.0052	-0.0039	0.003
O	0.0012	0.0013	0.0012
O	0.0013	-0.0021	0.0012
O	-0.004	0.0001	0.0009
O	-0.0013	-0.0077	0
O	-0.0003	0.0003	0.007
O	0.0013	0.0073	0.0036
O	0.0033	0.0018	0.0018
O	-0.0068	-0.0073	0.0107
O	-0.0028	0.0007	0.0029
O	-0.0029	-0.0067	-0.0097
O	-0.0021	-0.005	-0.0011
O	0.0011	0.0004	0.0052
O	-0.0059	0.0001	-0.0032
O	0.0017	0.0051	0.0135
O	0.0006	0.0022	0.0021
O	-0.0017	0.002	0.001
O	0.0012	-0.0004	0.004
O	-0.0004	-0.0018	0.0052
O	-0.0027	-0.0034	-0.0061
O	0.0044	0.0046	-0.0053
O	-0.0026	-0.0005	0.0085
O	-0.0016	-0.0001	0.0031
O	0.0027	-0.0011	0.0007
O	-0.0007	-0.003	0.0011
O	0.0012	0.0002	0.003
O	0.0031	-0.0062	-0.0021
O	0.0027	0.0055	-0.0125
O	0.0054	-0.0003	-0.0019
O	-0.0004	0.0033	-0.0006
O	-0.0008	0.0096	-0.0112
O	-0.0026	0.0006	-0.0017
O	0.0018	0.0009	0.0041
O	0.0063	-0.0022	-0.0039
O	-0.0016	0.0007	0.0058
O	-0.001	-0.0009	0.0045
O	0.0001	0.0018	0.002
O	0.0028	0.0043	-0.0012
O	-0.0009	-0.0004	0.0022
O	0.0008	0.0005	0.0021
O	-0.0044	-0.0001	-0.0048
O	-0.0025	-0.0069	0.0154
O	-0.001	-0.0069	-0.0024
O	-0.0009	0.0071	-0.0014
O	-0.0003	-0.0012	0.0032
O	0.0011	0.0021	0.0033
O	-0.0005	0.0029	0.0027
O	-0.0004	-0.0031	-0.0023
O	0.0001	-0.0006	0.0014
O	0.002	0.0196	-0.0082
O	0.0007	-0.002	0.0064
O	0.0009	-0.0038	-0.0019
O	0.0007	0.0021	0.0002
O	-0.0061	0.0061	0.0133
O	-0.0003	-0.0005	-0.006
O	0.0008	0.0082	0.0113
O	-0.0024	0.001	0.0034
O	-0.0042	-0.0078	-0.0031
O	-0.0002	-0.0026	0.0014
O	-0.0084	-0.0045	0.0046
O	-0.0012	0.0001	0.0019
O	0.0001	0.0013	0.0012
O	-0.0029	0.006	0.0023
O	0	-0.0027	0.0049
O	-0.0027	0.0001	0.0025
O	-0.0007	-0.0004	-0.0116
O	0.0015	-0.0004	0.0078
O	0.0028	0.0014	0.0017
O	-0.0052	0.0001	0.0143
O	-0.0018	0.0014	-0.0001
O	-0.0002	0.0011	0.0007
O	-0.0029	-0.0108	-0.0017
O	-0.0012	0.002	-0.0029
O	0.005	-0.0017	0.0018
O	0.0015	0.0008	0.001
O	0.0001	0.0008	0.0041
O	-0.0032	-0.0022	0.0048
O	0.0003	0.0007	0.0007
O	-0.001	0.0004	0.0026
O	-0.0004	0.0005	0.0045
O	0.0013	-0.0022	0.0038
O	-0.0013	-0.001	-0.0034
O	-0.0003	0.0005	0.0019
O	0.0002	-0.0006	0.0012
O	0.0002	-0.0029	0.0018
O	-0.0043	0.0038	0.0018
O	-0.0031	0.0018	0.0016
O	-0.004	-0.0005	0.0023
O	-0.0005	0.0016	0.0012
O	-0.0011	0.0018	0.0009
O	-0.0001	-0.0034	0.0028
O	0.0004	0.001	0.0018
O	0.0075	-0.0049	0.0145
O	-0.0004	-0.0013	0.0018
O	0.0019	0	-0.004
O	-0.0022	-0.0067	0.0029
O	0.0016	-0.001	0.0017
O	0.0002	0.0015	0.0068
O	-0.0016	-0.0034	0.0043

The program warned: the cutoff lies below the one the program advises for these potential files; the exchange-correlation potential is rough where the density is thin.
